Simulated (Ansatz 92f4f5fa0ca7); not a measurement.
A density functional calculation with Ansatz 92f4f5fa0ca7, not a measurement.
Periodic cell of 267 atoms, Si160O101As6, from a study of silicon, its oxide and their interface. The atomic structure is a simulated model.

Settings: functional PBE; potential files Ansatz PAW; basis plane waves; wave-function cutoff 700 eV; density cutoff ratio 5; exchange-correlation grid ratio 1; k mesh 2 x 2 x 1, shifted by 0.5 0.5 0.5 of a step; self-consistency stop 5e-08 eV per atom in the density residual; occupations fixed; spin none; net charge 0.

Cell vectors (angstrom)
a  11.6015  0  0
b  0  13.3963  0
c  0  0  30.92

Atoms: element, x, y, z (angstrom)
Si  11.7911  -0.0823  24.4419
As  3.9525  -0.0831  23.9102
Si  7.7526  -0.0395  24.4908
Si  1.8301  3.3572  24.223
Si  5.8746  3.2775  24.2135
Si  9.8117  3.2218  24.3783
Si  11.6502  6.7064  23.9845
As  3.9673  6.624  23.9266
As  7.7692  6.618  23.8822
Si  2.1836  9.8766  24.0409
Si  5.8728  9.9864  24.1203
Si  9.8409  10.0365  24.088
Si  11.6954  2.1547  25.2747
Si  3.858  2.1668  24.8538
Si  7.792  2.2211  25.1181
Si  1.9977  5.6047  24.9367
Si  5.8634  5.5418  24.9795
Si  9.7189  5.5583  24.9015
Si  11.7502  8.9045  24.8687
Si  4.017  8.7857  25.0067
Si  7.8594  8.8671  24.8455
Si  2.1344  12.1271  25.0091
Si  5.791  12.2014  25.0761
Si  9.7572  12.2173  25.0307
Si  11.6587  2.1903  27.5646
Si  3.8763  2.2183  27.2753
Si  7.7723  2.2314  27.4498
Si  1.9573  5.5817  27.327
Si  5.8354  5.5492  27.3471
Si  9.714  5.5709  27.3048
Si  11.6753  8.8999  27.2863
Si  3.9373  8.8799  27.3714
Si  7.7958  8.9109  27.2736
Si  2.018  12.192  27.3773
Si  5.8202  12.24  27.4183
Si  9.7229  12.2292  27.3928
Si  2.0092  1.052  28.1714
Si  5.8053  1.1097  28.1459
Si  9.6884  1.0694  28.1911
Si  11.6321  4.4717  28.1621
Si  3.8796  4.4401  28.126
Si  7.7805  4.4737  28.1611
Si  1.9789  7.797  28.1513
Si  5.8709  7.7805  28.1421
Si  9.7255  7.805  28.1157
Si  11.6562  11.1158  28.1503
Si  3.9192  11.1013  28.1946
Si  7.7735  11.1247  28.1502
Si  1.9336  1.1164  30.5251
Si  5.8008  1.1164  30.5251
Si  9.6679  1.1164  30.5251
Si  0  4.4654  30.5251
Si  3.8672  4.4654  30.5251
Si  7.7343  4.4654  30.5251
Si  1.9336  7.8145  30.5251
Si  5.8008  7.8145  30.5251
Si  9.6679  7.8145  30.5251
Si  0  11.1635  30.5251
Si  3.8672  11.1635  30.5251
Si  7.7343  11.1635  30.5251
Si  0  0  0.3944
Si  3.8672  0  0.3944
Si  7.7343  0  0.3944
Si  1.9336  3.3491  0.3944
Si  5.8008  3.3491  0.3944
Si  9.6679  3.3491  0.3944
Si  0  6.6981  0.3944
Si  3.8672  6.6981  0.3944
Si  7.7343  6.6981  0.3944
Si  1.9336  10.0472  0.3944
Si  5.8008  10.0472  0.3944
Si  9.6679  10.0472  0.3944
Si  11.5378  0.064  2.7719
Si  3.8547  0.0457  2.7313
Si  7.6708  0.0496  2.7769
Si  1.8602  3.3712  2.8055
Si  5.7578  3.38  2.766
Si  9.6051  3.3664  2.7883
Si  11.6284  6.7251  2.7605
Si  3.8092  6.7183  2.7644
Si  7.7487  6.7448  2.7389
Si  1.9007  10.0818  2.7487
Si  5.764  10.0446  2.7471
Si  9.6403  10.0975  2.7683
Si  11.5068  2.276  3.6645
Si  3.812  2.2688  3.554
Si  7.6584  2.2802  3.6584
Si  1.9111  5.5821  3.6788
Si  5.7848  5.6438  3.438
Si  9.6877  5.6249  3.5008
Si  11.5712  8.9615  3.5469
Si  3.8154  8.9556  3.5466
Si  7.7116  8.9691  3.5322
Si  1.9038  12.3533  3.4247
Si  5.7454  12.2702  3.5178
Si  9.5956  12.3445  3.575
Si  11.3627  2.3148  6.103
Si  3.7444  2.2706  5.9267
Si  7.5396  2.3474  6.0971
Si  1.888  5.6228  6.134
Si  5.7342  5.7079  5.7572
Si  9.6758  5.7375  5.8411
Si  11.5282  8.9563  5.9015
Si  3.7119  8.9585  5.9161
Si  7.6934  8.9946  5.8808
Si  1.8218  12.4251  5.7347
Si  5.6855  12.1952  5.8631
Si  9.4599  12.3464  5.9568
Si  1.7566  1.2237  6.6956
Si  5.6032  1.0067  6.7038
Si  9.3787  1.1611  6.9583
Si  11.4574  4.5798  6.9254
Si  3.9603  4.511  6.7196
Si  7.6926  4.7372  6.6059
As  1.8253  7.8872  7.0176
Si  5.7164  7.8988  6.6528
As  9.604  7.9077  6.9387
Si  11.5103  11.2787  6.4708
Si  3.6182  11.2066  6.6572
As  7.5955  11.1491  6.9508
O  11.2427  4.6787  8.6066
O  9.0733  1.197  8.6388
O  3.2602  11.2311  8.2906
O  5.3715  0.6144  8.3072
O  4.5131  4.4274  8.2957
O  0.2601  11.5992  8.0591
O  5.7856  7.8186  8.3216
O  7.799  5.3754  8.1463
O  1.8258  1.2693  8.3636
O  2.5106  9.6287  22.4081
O  0.5003  -0.096  22.8103
O  10.1697  2.9014  22.7693
O  11.609  6.783  22.2972
O  6.0484  3.226  22.5643
O  5.6827  10.0817  22.4533
O  1.239  3.515  22.6425
O  10.0997  10.1826  22.4284
O  7.5489  0.018  22.8529
Si  0.9543  4.393  14.9047
Si  6.2253  8.0351  12.5669
Si  11.4919  7.4255  20.7772
Si  2.4116  9.2976  20.7967
Si  9.3156  1.2179  17.6479
Si  11.3142  4.7451  19.2542
Si  3.0588  2.3819  14.2064
Si  4.4651  0.8028  19.4341
Si  8.6915  4.1328  17.6265
Si  8.7413  11.9966  19.2654
Si  4.74  7.9202  16.5762
Si  8.7831  0.1367  9.8831
Si  4.8304  4.8619  9.8389
Si  -0.1203  3.1132  21.8066
Si  8.2559  0.3544  21.4499
Si  10.7651  10.1539  11.7813
Si  6.2591  2.6014  21.0845
Si  4.4378  9.942  14.1843
Si  4.144  3.0365  17.0945
Si  6.0478  11.6363  18.5461
Si  10.3004  4.9163  12.7933
Si  1.0842  1.3387  9.8155
Si  9.5093  9.721  20.9668
Si  6.0443  4.7721  18.7379
Si  6.3094  9.6916  20.995
Si  7.9525  5.1786  9.7469
Si  5.6092  5.9488  14.631
Si  10.6823  3.8501  9.9235
Si  7.6836  0.6721  14.9969
Si  5.0037  12.3998  15.8536
Si  9.6926  12.9885  12.7902
Si  2.0101  12.2297  19.5845
Si  4.8992  7.6826  19.4766
Si  4.9998  7.8823  9.7478
Si  2.0352  13.2574  16.743
Si  9.0355  7.4546  11.7864
Si  3.7869  2.2184  11.2853
Si  1.001  13.2701  14.0328
Si  1.9799  10.7004  12.4586
Si  11.2243  11.978  9.4807
Si  5.5815  0.0121  9.806
Si  3.0575  5.5727  16.1959
Si  11.4929  0.2521  21.352
Si  0.5794  2.5608  17.3761
Si  3.7365  10.8274  9.7987
Si  7.9969  3.7893  14.5753
O  7.7919  12.521  20.4948
O  6.2398  0.03  15.4717
O  1.7318  12.1857  13.0748
O  6.0049  8.1397  20.5767
O  0.4241  13.2606  10.1261
O  5.9264  7.0356  15.8388
O  7.5495  5.1422  18.2268
O  4.1244  1.9032  18.2688
O  11.3652  10.6408  10.3576
O  5.3354  11.3724  17.0968
O  5.0343  1.5694  20.755
O  3.1521  13.3587  19.9193
O  7.6441  11.4135  18.2105
O  3.4505  6.9611  16.9312
O  4.2737  6.4167  10.0131
O  9.8847  11.3714  12.4783
O  9.8735  0.1901  21.4965
O  9.4238  13.3431  18.6653
O  1.7919  12.2218  17.9724
O  6.0484  8.1067  10.9599
O  2.5797  10.9582  10.9466
O  5.6141  13.1861  18.8732
O  10.8476  1.6857  17.5748
O  4.756  11.4961  14.5242
O  0.7799  3.6745  18.5833
O  5.4723  6.7318  13.2017
O  10.0699  4.7604  18.2121
O  0.5648  9.859  12.5933
O  5.6755  9.3824  13.2865
O  11.7378  6.3023  19.5915
O  1.7569  1.4238  17.2227
O  3.0584  9.8477  13.3298
O  1.9515  1.188  14.1147
O  9.985  6.497  12.6678
O  7.1877  -0.1023  10.0819
O  8.9814  4.0569  13.2799
O  7.703  1.8152  20.9611
O  4.0699  9.22  9.7632
O  0.9721  8.6078  20.5492
O  9.6032  12.2139  9.3634
O  5.1964  8.4528  18.0442
O  9.0231  3.9286  9.9296
O  7.9088  9.7034  21.135
O  9.8756  8.8224  11.469
O  11.0324  4.4317  11.4094
O  -0.1722  2.3942  9.8406
O  6.7161  4.7868  14.4717
O  5.6773  10.671  19.826
O  3.4861  8.2197  20.1477
O  8.7111  0.645  16.26
O  9.3764  0.4379  11.3988
O  4.0116  2.2483  12.9023
O  6.4321  4.8049  10.2589
O  6.1853  3.8418  20.054
O  7.8256  7.909  12.778
O  8.5183  6.5516  10.4868
O  8.4135  -0.1878  13.799
O  0.9711  12.7663  15.5942
O  3.0115  4.2346  17.1638
O  4.0603  3.7465  10.75
O  10.0569  8.2219  20.5911
O  9.8007  10.8503  19.7869
O  11.0822  0.1652  13.4775
O  4.2647  9.095  15.5659
O  1.5452  5.7343  15.628
O  11.3695  4.8465  13.9671
O  4.8725  1.1162  10.7712
O  8.467  2.5593  18.1124
O  5.1218  6.069  19.1768
O  2.4884  10.7378  20.0286
O  4.0059  2.4174  15.5684
O  0.2559  1.7798  20.9414
O  3.5953  13.1556  16.2292
O  8.7579  4.127  15.9883
O  5.496  3.9134  17.4375
O  2.167  3.7326  14.0488
O  0.3775  3.3182  15.9625
O  0.5941  12.6324  20.2988
O  7.4815  2.2343  14.5303
O  4.9584  11.9055  10.0942
O  2.2479  1.7566  10.8935
O  4.1544  5.3172  14.998
O  10.9576  4.2106  20.7453

Results
free energy: -188314.604 eV
free energy less fixed offsets of As -4857.07, O -569.03, Si -635.61 eV per atom: -2.554 eV

Forces (eV/angstrom), in the order of the atoms: element, x, y, z
Si  0.0005  -0.0008  -0.0766
As  -0.0105  -0.0413  0.108
Si  0.0157  -0.0109  -0.0686
Si  -0.0727  -0.0146  -0.0582
Si  0.0188  -0.045  -0.0545
Si  0.0457  0.0068  -0.039
Si  -0.0061  -0.0074  -0.1218
As  0.0459  -0.0233  -0.0064
As  -0.0254  0.002  0.0012
Si  0.0565  -0.0196  -0.0564
Si  -0.0583  0.0112  -0.0571
Si  0.011  -0.0471  -0.0761
Si  0.0154  -0.0276  -0.0519
Si  -0.0143  -0.0116  0.0715
Si  0.0062  0.0215  0.0001
Si  0.0029  0.0291  -0.0182
Si  0.0008  0.0428  -0.025
Si  0.0027  -0.0043  -0.0113
Si  0.0099  0.0119  0.0247
Si  0.0039  0.0017  0.0109
Si  -0.0052  -0.0231  0.0333
Si  0.1159  0.0093  -0.0109
Si  -0.1103  -0.0059  -0.0296
Si  0.003  0.0489  0.0236
Si  0.0075  0.0212  0.0151
Si  -0.0121  0.0103  -0.0234
Si  0.0082  0.0074  -0.0065
Si  -0.0167  -0.0028  -0.0234
Si  -0.0026  -0.0275  0.0088
Si  0.0322  0.018  -0.0321
Si  0.0011  0.0115  -0.0239
Si  -0.0045  0.0094  -0.0281
Si  -0.0079  0.0054  -0.0346
Si  -0.0088  0.0225  -0.0157
Si  0.0092  0.0144  -0.01
Si  -0.0009  0.0086  -0.0269
Si  0.0324  -0.0154  -0.0013
Si  -0.0127  -0.0077  0.0083
Si  -0.0242  0.0068  -0.0234
Si  -0.0013  -0.0017  0.0205
Si  0.0326  0.007  0.0074
Si  -0.0363  0.002  -0.0052
Si  -0.0095  0.0059  -0.0138
Si  0.0153  0.0116  0.0025
Si  -0.0002  -0.003  0.0048
Si  0.0234  0.0011  0.0028
Si  0.0027  -0.0146  -0.0218
Si  -0.0235  -0.0022  0.0066
Si  0.2604  -0.1603  0.1348
Si  -0.0986  -0.005  -0.1663
Si  -0.0093  -0.1383  0.223
Si  0.0531  0.1563  0.0661
Si  0.0173  -0.0272  -0.1518
Si  0.1022  0.1098  0.0409
Si  0.0106  -0.0212  -0.1458
Si  0.1815  0.0017  -0.1014
Si  0.0508  0.0027  -0.2487
Si  0.0936  -0.1594  -0.0159
Si  0.0471  -0.1277  0.2876
Si  0.0624  -0.1368  -0.0029
Si  -0.1895  0.2042  0.0271
Si  0.0315  0.1524  -0.1623
Si  -0.0628  0.1664  0.0857
Si  -0.1702  0.0418  0.2389
Si  -0.0131  -0.0811  -0.0124
Si  -0.1159  -0.0561  0.1527
Si  0.1537  -0.0112  0.0169
Si  -0.2334  0.0225  -0.0499
Si  0.0189  0.0571  -0.1545
Si  -0.0306  0.0043  -0.0539
Si  -0.0917  -0.0267  -0.0783
Si  -0.0374  0.1139  0.0465
Si  -0.058  -0.0154  -0.0093
Si  0.0334  -0.0055  0.0045
Si  -0.0025  0.0148  0.0073
Si  -0.0164  -0.0022  -0.0054
Si  0.0071  -0.007  0.0017
Si  0.0087  0.0093  -0.01
Si  0.0081  0.0138  0.0004
Si  -0.029  0.0076  -0.0014
Si  0.0019  -0.0163  0.0162
Si  -0.0392  0  0.0083
Si  -0.0015  0.0045  -0.0143
Si  0.0351  0.0128  0.0009
Si  -0.002  0.004  0.02
Si  0.0134  0.001  0.0131
Si  0.0008  -0.0211  0.0289
Si  -0.0152  -0.0073  0.043
Si  -0.015  -0.0082  0.0021
Si  -0.0042  -0.0132  0.0141
Si  0.0066  0.0027  -0.0092
Si  0.0192  -0.0207  0.0334
Si  -0.0181  -0.001  0.0128
Si  0.014  -0.0211  0.0014
Si  -0.0221  -0.0115  0.0114
Si  -0.0004  -0.0025  0.0052
Si  -0.0086  -0.0067  -0.0303
Si  0.01  0.012  0.0197
Si  -0.0013  0.0261  -0.0278
Si  0.0097  0.0161  -0.0632
Si  0.0251  -0.0266  0.0275
Si  0.0198  -0.0053  0.0237
Si  0.0057  -0.002  0.0008
Si  -0.0171  -0.0055  -0.0031
Si  0.0157  -0.0019  0.0178
Si  0.0197  -0.0268  0.0336
Si  0.0398  0.0055  0.0187
Si  -0.0427  -0.0298  -0.0208
Si  0.027  0.0274  0.054
Si  0.0065  -0.0311  0.0579
Si  -0.0478  0.0111  0.0657
Si  -0.0635  0.024  0.0616
Si  0.0703  0.0267  0.0721
Si  -0.0004  0.0047  0.0318
As  -0.0115  0.005  -0.0053
Si  0.0214  0.0059  0.1005
As  0.0159  -0.0041  0.0043
Si  0.0847  0.0183  0.0749
Si  -0.0544  -0.0226  0.0717
As  0.0057  0.0397  -0.0468
O  0  -0.0287  -0.0227
O  0.0133  -0.0147  -0.0238
O  0.0054  -0.013  -0.0152
O  0.0278  0.0129  -0.0252
O  -0.0517  -0.0101  0.0112
O  -0.0533  -0.0205  0.0044
O  -0.0209  -0.022  0.0111
O  -0.0258  -0.0212  -0.0126
O  -0.0154  -0.0097  0.0014
O  -0.0318  0.0228  0.0148
O  -0.0695  0.0337  -0.0279
O  0.0014  0.0263  0.0315
O  0.0027  0.0249  -0.0037
O  -0.0102  -0.0027  0.0024
O  0.0178  -0.0016  0.0207
O  0.0082  -0.0084  0.0243
O  -0.032  0.0062  0.0057
O  0.0535  0.0246  -0.0082
Si  -0.0003  0.0039  -0.0004
Si  0.0034  0.0018  0.0001
Si  -0.0058  0.0028  -0.0111
Si  0.0029  0.0008  -0.0188
Si  -0.0016  -0.0045  0.0016
Si  0  0.002  -0.0023
Si  0.0038  -0.0007  -0.0005
Si  0.0016  0.0021  0.0007
Si  -0.0013  0.0043  -0.002
Si  0.0013  -0.0007  -0.0028
Si  0.0006  0.0038  0.004
Si  0.0102  -0.0218  0.0136
Si  -0.0091  0.0009  0.0077
Si  -0.0007  -0.003  -0.0252
Si  0.008  -0.0013  0.0073
Si  0.0022  -0.0026  -0.004
Si  0.0023  0.002  -0.0027
Si  -0.0014  0.0009  -0.0006
Si  0.0012  -0.0019  -0.0022
Si  0.0003  -0.0033  -0.0043
Si  0.0006  0.0018  0.0033
Si  -0.0017  -0.002  0.0051
Si  -0.0067  -0.0005  -0.0057
Si  0.0016  0.0038  0.0025
Si  0.0061  -0.0104  -0.0126
Si  -0.0007  0.0016  0.0185
Si  0.0002  -0.0001  -0.0016
Si  0.0011  -0.0113  0.0156
Si  -0.0009  -0.0021  -0.0023
Si  0.0005  -0.0029  -0.0025
Si  -0.0009  -0.0018  0.001
Si  -0.0025  -0.0025  -0.0039
Si  0.0075  -0.0023  0.0011
Si  -0.0032  0.0055  -0.0033
Si  -0.0025  -0.0044  -0.0004
Si  0.0042  0.0058  0.0026
Si  -0.0017  0.0029  0.0086
Si  -0.0013  -0.0019  0.0009
Si  -0.001  -0.0034  0.0004
Si  0.0008  -0.0135  -0.0097
Si  0.0012  -0.0133  0.0193
Si  -0.0034  0.0027  0.0017
Si  -0.0081  -0.005  0.0117
Si  0.0019  -0.0006  -0.0001
Si  -0.0015  -0.0098  0.0059
Si  -0.0013  -0.0025  -0.0012
O  0.0185  0.0132  -0.0079
O  0.0097  -0.0053  -0.0008
O  -0.0157  -0.0075  0.0112
O  -0.0185  0.0188  -0.0185
O  -0.0001  0  -0.0265
O  -0.0385  0  -0.01
O  0.0025  -0.0212  0.002
O  0.0028  -0.0096  0.0095
O  -0.0222  0.0185  0.0098
O  -0.0062  0.0212  -0.0103
O  0.0209  0.0065  -0.0189
O  0.0002  -0.0104  -0.0168
O  -0.0002  0.0094  0.0213
O  0.0154  -0.0107  -0.034
O  0.0287  -0.0106  -0.0124
O  0.0197  0.0152  -0.0116
O  0.0043  0.0076  -0.0079
O  -0.022  -0.0227  -0.008
O  0.0129  0.0215  0.0126
O  -0.0206  -0.0064  0.0074
O  0.0209  0.002  0.0081
O  -0.0179  0  0.0151
O  -0.0038  0.0193  -0.0036
O  -0.0046  -0.0138  0.0208
O  -0.0185  -0.011  -0.0143
O  0.0213  0.0145  0.0171
O  0.0009  -0.0147  0.0078
O  0.0017  0.0168  0.0058
O  -0.0167  -0.0201  0.003
O  -0.0105  0.0149  0.014
O  -0.0058  -0.0178  -0.0076
O  0.0119  0.02  -0.002
O  0.0025  -0.001  -0.006
O  -0.0171  -0.0125  -0.022
O  -0.0069  0.0142  -0.0197
O  0.0001  0.0143  0.0185
O  -0.0281  -0.0059  0.0146
O  0.0095  0.0022  -0.0065
O  0.0106  -0.0062  0.014
O  0.0153  0.024  0.0265
O  -0.0084  -0.0266  0.0054
O  0.0024  0.0291  -0.0164
O  0.0051  0.0046  -0.0034
O  0.002  -0.0001  0.013
O  -0.0082  0.0023  0.0056
O  0.0231  -0.0021  0.0035
O  0.0044  0.0011  -0.0002
O  0.0135  -0.002  0.007
O  -0.0033  0.0192  -0.0004
O  -0.0095  0.0154  0.0004
O  -0.0061  -0.0208  0.0116
O  -0.0243  0.0063  -0.0017
O  -0.0084  0.01  -0.0169
O  -0.0028  -0.007  -0.0134
O  -0.0113  -0.0074  -0.0112
O  -0.0017  -0.0261  0.0043
O  0.0126  0.0153  -0.0003
O  0.017  0.0114  -0.0094
O  0.0045  0.0047  -0.0228
O  0.0097  -0.0118  -0.0056
O  0.0105  0.0085  0.0186
O  -0.0259  0.0053  0.0135
O  -0.0027  -0.0222  -0.0004
O  0.0131  -0.0103  -0.0131
O  0.0157  -0.0305  -0.004
O  0.0045  -0.0125  -0.0005
O  -0.0068  -0.0066  -0.0134
O  0.0158  0.0128  -0.0229
O  0.0178  0.0052  -0.0002
O  -0.0076  -0.0032  0.0091
O  -0.0124  0.0072  -0.0025
O  -0.0083  -0.0034  0.0364
O  -0.0079  -0.0184  0.004
O  -0.0179  -0.012  0.0054
O  -0.0022  -0.0002  0.0139
O  -0.0022  -0.0012  0.0239
O  0.0222  0.0067  0.0049
O  0.023  0.0088  0.0023
O  0.0181  -0.0008  0.0125
O  -0.0093  0.0198  0.0006
O  0.0131  0.001  -0.0116
O  0.0001  0.0154  0.0205
O  0.0136  -0.0185  -0.0116

The program warned: the cutoff lies below the one the program advises for these potential files; the exchange-correlation potential is rough where the density is thin.
